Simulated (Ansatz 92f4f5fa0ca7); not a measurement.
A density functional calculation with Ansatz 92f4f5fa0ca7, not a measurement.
Periodic cell of 234 atoms, Si146O88, from a study of silicon, its oxide and their interface. The atomic structure is a simulated model.
Doubt: the cutoff is low for norm-conserving oxygen, so forces and energies are approximate.
Doubt: the program's own warning below bears on the result.
This geometry differs little from another in the collection (a relaxation step or a small displacement).

Settings
functional: HSE06
potential files: SPMS norm-conserving
basis: plane waves
wave-function cutoff: 800 eV
density cutoff ratio: 4
exchange-correlation grid ratio: 1
k mesh: 1 x 1 x 1, Gamma-centred
occupations: fixed
spin: none
net charge: 0

Cell vectors (angstrom)
a  11.6015  0  0
b  0  10.938  0
c  0  0  32.6811

Atoms: element, x, y, z (angstrom)
Si  -0.0144  0.173  23.9915
Si  3.8832  0.4651  23.4152
Si  7.8061  -0.2768  23.9231
Si  1.8827  1.5187  23.9978
Si  6.0348  1.3263  23.8491
Si  9.5518  1.3271  24.1273
Si  -0.017  5.5126  24.1051
Si  3.5941  5.4375  24.1916
Si  7.6852  5.4807  24.1132
Si  1.7989  6.9689  24.2281
Si  5.6271  6.6113  23.9095
Si  9.6118  6.8146  24.0264
Si  1.9192  2.7644  25.9996
Si  5.799  2.6499  25.9008
Si  9.6148  2.7136  26.0319
Si  -0.0516  4.078  25.9794
Si  3.8687  4.0592  26.0497
Si  7.6916  4.0746  26.0008
Si  1.9557  8.4108  25.9929
Si  5.6986  8.1665  25.7785
Si  9.6885  8.1817  25.949
Si  -0.0396  9.6374  25.8883
Si  3.8964  9.7446  25.6163
Si  7.6978  9.4345  25.9065
Si  -0.0312  0.0146  27.8521
Si  3.867  -0.0109  27.7542
Si  7.6955  -0.0469  27.8185
Si  1.9209  1.337  27.8628
Si  5.7864  1.3418  27.8551
Si  9.6237  1.3232  27.9035
Si  0.0053  5.4923  27.8648
Si  3.8691  5.4978  27.8992
Si  7.696  5.4985  27.8718
Si  1.9442  6.8816  27.8379
Si  5.7631  6.8771  27.8107
Si  9.6648  6.8192  27.8663
Si  1.9336  2.7345  29.7819
Si  5.8008  2.7345  29.7819
Si  9.6679  2.7345  29.7819
Si  0  4.1018  29.7819
Si  3.8672  4.1018  29.7819
Si  7.7343  4.1018  29.7819
Si  1.9336  8.2035  29.7819
Si  5.8008  8.2035  29.7819
Si  9.6679  8.2035  29.7819
Si  0  9.5708  29.7819
Si  3.8672  9.5708  29.7819
Si  7.7343  9.5708  29.7819
Si  0  0  31.7155
Si  3.8672  0  31.7155
Si  7.7343  0  31.7155
Si  1.9336  1.3673  31.7155
Si  5.8008  1.3673  31.7155
Si  9.6679  1.3673  31.7155
Si  0  5.469  31.7155
Si  3.8672  5.469  31.7155
Si  7.7343  5.469  31.7155
Si  1.9336  6.8362  31.7155
Si  5.8008  6.8362  31.7155
Si  9.6679  6.8362  31.7155
Si  1.9336  2.7345  0.9679
Si  5.8008  2.7345  0.9679
Si  9.6679  2.7345  0.9679
Si  0  4.1018  0.9679
Si  3.8672  4.1018  0.9679
Si  7.7343  4.1018  0.9679
Si  1.9336  8.2035  0.9679
Si  5.8008  8.2035  0.9679
Si  9.6679  8.2035  0.9679
Si  0  9.5708  0.9679
Si  3.8672  9.5708  0.9679
Si  7.7343  9.5708  0.9679
Si  0.016  0.008  2.9011
Si  3.8717  0.0076  2.9072
Si  7.7564  0.0141  2.9133
Si  1.9501  1.3726  2.889
Si  5.8007  1.3419  2.8666
Si  9.6984  1.3432  2.8869
Si  0.0144  5.4763  2.9019
Si  3.8912  5.4572  2.9474
Si  7.7622  5.4701  2.8563
Si  1.9671  6.8295  2.8989
Si  5.8221  6.8415  2.8842
Si  9.6746  6.8402  2.8991
Si  1.9736  2.711  4.833
Si  5.8294  2.6981  4.7758
Si  9.7513  2.5946  4.8764
Si  0.0015  4.0595  4.8042
Si  3.9057  4.112  4.9396
Si  7.8113  3.9414  4.6477
Si  1.9538  8.2938  4.7576
Si  5.8463  8.3036  4.7481
Si  9.6513  8.2264  4.8256
Si  -0.0034  9.5433  4.811
Si  3.9056  9.6548  4.9018
Si  7.7772  9.7025  4.9306
Si  0.1364  -0.2615  6.8701
Si  3.9979  0.0826  6.9326
Si  7.8443  0.1153  7.0481
Si  1.9334  1.2774  6.7512
Si  5.8726  1.544  6.8355
Si  9.9566  1.2973  6.9608
Si  -0.0372  5.4919  6.6894
Si  3.8169  5.7516  6.7559
Si  7.7761  5.3264  6.4583
Si  1.8067  6.9169  6.6146
Si  5.9675  6.8355  6.5543
Si  9.5639  6.8028  6.7177
O  5.6466  2.8385  7.8757
O  1.6732  7.6475  8.0849
O  6.5119  7.8233  7.7648
O  11.7381  4.6034  8.0614
O  7.8291  9.9787  8.3188
O  9.1666  7.6805  8.0843
O  4.1276  10.0952  8.2918
O  10.5207  2.281  8.1886
O  7.8275  4.3293  7.7929
O  3.5335  5.4069  8.3742
O  0.2471  9.7816  8.2823
O  1.5862  2.3568  7.9516
O  1.6658  7.8227  22.8137
O  1.5358  2.359  22.61
O  6.5987  2.3718  22.702
O  3.5288  8.2849  21.0567
O  5.5669  7.2555  22.383
O  7.9799  9.7308  22.5365
O  3.0742  4.401  23.009
O  9.6108  7.6846  22.63
O  0.41  4.718  22.7112
O  7.9044  4.6349  22.7231
O  4.0822  10.4692  19.1705
O  9.2689  2.3419  22.8527
Si  1.0326  8.6507  9.1697
Si  9.3013  10.1101  15.6037
Si  5.5466  -8.5675  18.5397
Si  6.5715  3.8971  8.7069
Si  2.6085  5.4456  20.0067
Si  0.9921  3.8935  15.9033
Si  1.9484  7.9833  21.2334
Si  -0.8744  8.0472  11.5635
Si  11.8914  3.0914  8.5917
Si  1.7322  3.9067  22.2387
Si  4.4876  -4.8314  9.4858
Si  -0.936  3.5625  17.8885
Si  9.3096  2.3724  12.7885
Si  -4.5188  8.7644  16.8711
Si  -1.337  2.0334  15.5867
Si  3.415  4.6242  14.5393
Si  11.4522  -0.7817  20.8966
Si  7.2021  7.0829  19.3831
Si  -6.9454  -0.3417  17.6572
Si  0.0031  -1.6759  14.1866
Si  -1.0377  10.9117  11.9541
Si  15.5078  9.2654  9.67
Si  8.8757  8.7104  21.612
Si  7.7768  8.3707  8.6045
Si  4.7272  -3.7324  20.9975
Si  18.2425  2.7662  11.5083
Si  -4.5673  -1.5529  13.9603
Si  13.6288  -0.1303  15.9911
Si  0.9745  1.1808  18.7764
Si  3.4034  4.3194  17.3563
Si  2.7952  1.7724  13.5352
Si  7.9751  3.1018  22.2536
Si  19.3954  7.3718  11.6335
Si  5.0766  0.0764  12.1204
Si  3.762  11.6948  20.1895
Si  11.9895  2.3604  11.5212
Si  8.0315  4.0011  19.3327
Si  5.222  5.3897  12.1864
O  1.6511  13.257  12.5175
O  5.7777  -0.7439  13.3402
O  7.6022  -2.4832  12.7931
O  12.2114  3.1902  10.1693
O  8.2096  10.4013  14.4331
O  7.0645  3.0787  9.9886
O  1.0615  -1.7994  20.5951
O  7.4219  7.501  17.827
O  1.7611  -6.1473  14.7574
O  3.6956  0.279  21.755
O  1.9803  4.103  20.6542
O  9.4251  7.0374  11.6401
O  0.1497  2.5713  18.5735
O  7.5251  8.0082  10.1633
O  6.7167  -2.4505  15.2969
O  8.0937  7.8831  20.4687
O  7.0201  13.985  18.4692
O  2.252  0.9761  14.8303
O  5.3608  1.127  17.5087
O  1.6028  -4.2911  20.3962
O  8.4355  -12.2049  16.8914
O  10.107  9.5302  11.3005
O  7.9653  -7.8426  12.3542
O  6.0795  1.2547  11.6167
O  4.0361  5.76  20.724
O  16.0315  7.7351  9.4416
O  16.2912  -0.9335  10.8967
O  2.3719  12.3243  19.5984
O  3.7442  0.7796  12.6908
O  4.0107  4.9856  16.0111
O  9.6968  2.7138  16.9143
O  4.5398  3.5401  18.1224
O  1.2585  -1.3694  15.1986
O  2.2234  3.3397  16.8215
O  -4.1932  5.4842  19.5141
O  10.319  -1.9994  15.1278
O  -1.3602  0.4496  15.8632
O  0.1032  7.8586  10.2648
O  9.9793  -1.4113  20.7691
O  1.2464  0.4491  17.3223
O  5.8912  16.2488  9.1583
O  8.1403  3.1394  20.6787
O  0.0054  -0.3699  22.4479
O  11.5875  8.1227  12.9822
O  -0.0036  0.8415  11.0667
O  10.7035  13.9535  12.2725
O  9.2884  2.396  14.3842
O  4.9988  1.8221  19.9863
O  4.164  5.78  11.0221
O  9.5732  4.2464  18.8492
O  5.5469  3.8181  12.0322
O  -0.2675  10.637  13.3562
O  0.1434  13.5872  15.2898
O  2.3074  9.2664  9.9811
O  3.5957  3.0792  14.0733
O  5.6851  7.4892  19.7522
O  3.4872  -0.5789  16.5565
O  2.7654  -5.5676  18.4061
O  5.8108  -1.4286  17.4862
O  4.2988  5.5481  13.53
O  6.6403  -4.7046  12.0005
O  9.2532  11.8069  12.1962
O  -0.0641  -6.3425  16.9445
O  11.5991  0.3365  19.7565

Results
free energy: -55954.836 eV
free energy less fixed offsets of O -447.96, Si -113.29 eV per atom: 5.984 eV
gap between the highest filled and lowest empty level on this k mesh: 1.491 eV

The program warned: the cutoff lies below the one the program advises for these potential files; the model core charge is not resolved on the grid; the forces do not sum to zero within the program's tolerance; the exchange-correlation potential is rough where the density is thin.
